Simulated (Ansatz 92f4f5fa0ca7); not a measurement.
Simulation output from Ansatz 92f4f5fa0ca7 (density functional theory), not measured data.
Periodic cell of 227 atoms, Si133O92B1H1, from a study of silicon, its oxide and their interface. The atomic structure is a simulated model.

Settings
functional: PBE
potential files: Ansatz PAW
basis: plane waves
wave-function cutoff: 700 eV
density cutoff ratio: 5
exchange-correlation grid ratio: 1
k mesh: 2 x 2 x 1, shifted by 0.5 0.5 0.5 of a step
self-consistency stop: 5e-08 eV per atom in the density residual
occupations: fixed
spin: none
net charge: 0

Cell vectors (angstrom)
a 10.938 0 0
b 0 10.938 0
c 0 0 32.8232

Atoms and the computed forces on them: element, x, y, z (angstrom), force x, y, z (eV/angstrom)
Si 0.205 -0.3209 25.2717 -0.0067 -0.0064 -0.0245
Si 5.7683 -0.4002 25.5557 0.0006 0.0028 -0.0161
Si 2.6031 3.0445 25.3745 0.0211 0.0069 -0.0125
Si 8.0279 2.9641 25.3328 0.0075 0.0013 -0.0181
Si 0.2529 5.1805 25.2738 -0.011 -0.0016 -0.0354
Si 5.7574 5.2003 25.4128 -0.0113 -0.0045 -0.0257
Si 2.498 8.3861 25.2663 0.0085 0.006 -0.0281
Si 8.0231 8.3222 25.3053 0.0062 -0.0009 -0.0331
Si 1.4035 1.3285 26.5408 -0.0042 0.0109 0.0085
Si 6.9089 1.3297 26.67 0.0046 0.0041 -0.0028
Si 4.1289 4.1352 26.7593 0.0231 0.0065 -0.0093
Si 9.6145 4.0762 26.6662 0.0013 0.0161 -0.0127
Si 1.3609 6.8054 26.6095 0.0025 -0.0011 0.0056
Si 6.9078 6.7805 26.7015 -0.0064 0.0055 0.0004
Si 4.0924 9.4381 26.7319 -0.0282 -0.0091 -0.0084
Si 9.5993 9.4989 26.6527 -0.0156 -0.0107 -0.0138
Si 2.7548 -0.007 28.0102 -0.0179 -0.002 -0.0075
Si 8.2664 -0.0241 28.0383 -0.0026 -0.0139 0.0004
Si 0.0337 2.6707 28.0021 0.0212 -0.0011 -0.0023
Si 5.4912 2.6876 28.0428 0.0145 0.0047 -0.012
Si 2.74 5.5078 28.054 -0.015 -0.0069 0.0007
Si 8.2715 5.4437 28.0588 -0.0052 -0.0133 0.0092
Si 0.0104 8.1519 28.0314 0.0184 0.0071 0.0106
Si 5.494 8.1175 28.0678 0.0122 0.0097 -0.0065
Si 4.1018 1.3673 29.4049 -0.0251 -0.1505 0.0233
Si 9.5708 1.3673 29.4049 0.2578 -0.0932 0.0737
Si 1.3673 4.1018 29.4049 -0.0071 -0.0985 -0.2761
Si 6.8362 4.1018 29.4049 0.1224 -0.1159 -0.0956
Si 4.1018 6.8362 29.4049 -0.0085 -0.1161 0.5155
Si 9.5708 6.8362 29.4049 0.164 -0.0522 0.3001
Si 1.3673 9.5708 29.4049 -0.0023 -0.0086 -0.2682
Si 6.8362 9.5708 29.4049 0.0631 -0.0444 -0.1882
Si 0 0 30.7722 -0.0434 0.0314 -0.008
Si 5.469 0 30.7722 -0.0518 -0.0057 -0.0243
Si 2.7345 2.7345 30.7722 0.0215 0.0373 -0.0263
Si 8.2035 2.7345 30.7722 -0.0081 0.032 -0.0217
Si 0 5.469 30.7722 -0.0663 0.006 0.0088
Si 5.469 5.469 30.7722 -0.1271 -0.0116 0.0046
Si 2.7345 8.2035 30.7722 0.082 0.053 -0.0124
Si 8.2035 8.2035 30.7722 -0.0118 0.0192 -0.0071
Si 1.3673 1.3673 32.1394 0.0121 -0.0635 0
Si 6.8362 1.3673 32.1394 0.0204 -0.0428 -0.0075
Si 4.1018 4.1018 32.1394 0.0483 -0.0466 0.0136
Si 9.5708 4.1018 32.1394 0.0039 -0.0053 0.0042
Si 1.3673 6.8362 32.1394 0.0504 -0.0187 -0.0121
Si 6.8362 6.8362 32.1394 0.0466 -0.017 -0.0064
Si 4.1018 9.5708 32.1394 -0.0215 -0.0001 0.0072
Si 9.5708 9.5708 32.1394 0.0369 0.0065 0.0065
Si 2.7345 0 0.6835 0.0324 0.0158 -0.0074
Si 8.2035 0 0.6835 -0.048 0.0449 -0.0151
Si 0 2.7345 0.6835 -0.0048 0.02 0.0134
Si 5.469 2.7345 0.6835 -0.0659 0.0198 0.0224
Si 2.7345 5.469 0.6835 -0.0252 0.0611 -0.0171
Si 8.2035 5.469 0.6835 -0.0184 -0.0003 -0.0213
Si 0 8.2035 0.6835 -0.0488 0.0063 0.0089
Si 5.469 8.2035 0.6835 -0.0339 0.0332 0.0094
Si 4.1018 1.3673 2.0507 -0.0085 -0.0711 -0.0049
Si 9.5708 1.3673 2.0507 -0.0299 -0.1491 0.0268
Si 1.3673 4.1018 2.0507 0.0802 -0.0291 0.0294
Si 6.8362 4.1018 2.0507 0.1632 0.093 -0.0119
Si 4.1018 6.8362 2.0507 -0.0833 -0.086 0.0309
Si 9.5708 6.8362 2.0507 -0.0306 -0.0345 -0.0141
Si 1.3673 9.5708 2.0507 0.0666 0.066 -0.0173
Si 6.8362 9.5708 2.0507 0.0515 0.0154 0.0273
Si 0 0 3.418 -0.087 0.0155 -0.273
Si 5.469 0 3.418 0.0076 0.3198 -0.1775
Si 2.7345 2.7345 3.418 0.0404 0.2639 -0.0172
Si 8.2035 2.7345 3.418 -0.0196 0.561 0.1685
Si 0 5.469 3.418 -0.3145 0.0449 0.3223
Si 5.469 5.469 3.418 0.0471 0.0405 0.3888
Si 2.7345 8.2035 3.418 -0.2276 -0.2499 -0.1142
Si 8.2035 8.2035 3.418 -0.123 -0.286 -0.2308
Si 1.26 1.4739 4.7367 -0.0211 0.0218 0.0065
Si 6.7809 1.4592 4.7665 -0.0367 0.041 0.0084
Si 4.1153 4.0904 4.83 0.0026 0.0011 0.0016
Si 9.4933 4.1887 4.8778 0.0072 -0.0011 -0.0076
Si 1.3384 6.8407 4.8103 0.0028 -0.0141 -0.0036
Si 6.8077 6.8975 4.8331 0.006 -0.0218 0.0063
Si 4.081 9.5848 4.7165 0.0029 -0.0054 -0.0039
Si 9.5822 9.5242 4.7319 0.01 -0.0016 0.0051
Si 2.6119 -0.0177 5.9099 0.0418 -0.0212 0.0122
Si 8.258 0.0953 5.9119 -0.0028 0.0078 0.0221
Si -0.0195 2.8718 6.2388 0.013 -0.0152 -0.0239
Si 5.427 2.6907 6.3213 0.01 -0.0082 -0.0212
Si 2.7387 5.5099 6.1744 -0.024 0.0086 0.0099
Si 8.0554 5.523 6.3515 0.0198 0.0071 -0.0088
Si -0.1004 8.1393 6.1989 -0.0061 0.0132 -0.0042
Si 5.4575 8.368 6.1553 0.0125 0.0015 0.0173
Si 3.7165 1.3685 7.3785 -0.037 -0.0081 0.014
Si 9.7743 1.1502 7.343 0.0035 -0.0406 0.03
Si 1.7143 3.8537 7.5494 0.0135 -0.0237 0.0209
Si 6.4018 4.4119 7.727 -0.0156 0.0296 0.0588
Si 4.2746 6.8011 7.4362 -0.0148 -0.0079 0.0124
Si 9.5905 6.7438 7.7137 0.0182 -0.012 0.0306
Si 1.0949 9.8254 7.2883 0.0095 0.0483 0.0569
Si 6.8728 9.8906 7.3421 0.0148 -0.005 -0.0055
O 5.3055 5.6228 7.9294 0.0125 -0.0055 0.0277
O 0.0526 0.0943 7.6922 -0.0064 -0.002 0.0305
O 2.7435 2.6094 7.7784 -0.0001 -0.0035 0.0349
O 9.4209 7.3858 9.2733 -0.0088 -0.0034 -0.0133
O 1.3678 9.5186 24.7804 0.0048 -0.0037 -0.0303
O 6.8322 4.0357 24.8976 0.0015 0.0077 -0.0381
O 6.8568 9.4474 24.9206 0.001 0.0043 -0.041
O 1.4317 4.0905 24.8135 -0.0055 0.0109 -0.0325
O 7.8412 8.8967 8.2169 -0.0104 0.02 0.0299
O 1.5536 4.2922 9.1482 -0.0091 0.0095 0.0001
O 1.7819 9.3457 8.6885 -0.0105 -0.0194 -0.0218
O 6.7272 4.0539 9.3216 -0.0113 -0.0119 -0.0286
O 10.5109 5.4577 8.2264 0.0058 0.0296 0.013
O 3.8676 0.4678 8.7826 0.0109 0.0277 0.0009
O 3.7612 7.5622 8.8065 -0.0131 -0.0074 -0.0062
O 8.9993 1.418 8.7879 0.0242 -0.0155 -0.006
O 4.8732 0.2247 24.345 0.0186 0.0151 -0.0134
O 8.8434 2.457 23.9767 -0.0209 -0.0186 0.0035
O 10.5164 5.7793 23.8859 0.0004 -0.0061 0.0093
O 5.1551 5.9749 24.0961 -0.0057 -0.0117 0.0007
O 8.6267 7.6489 23.9083 0.0002 -0.0066 0.0096
O 3.6213 2.6396 24.1203 -0.0204 -0.0219 -0.0076
O 3.1213 7.6802 23.8965 0.0059 0.0086 0.0089
O 10.2659 0.1964 23.9586 0.012 0.0128 -0.001
Si 4.3716 8.3175 18.0663 -0.0015 0.0018 -0.0099
Si 8.661 8.7764 9.6264 -0.0059 0.0133 -0.0011
Si 7.4188 -0.1531 14.4125 0.0002 -0.0057 0.0026
Si 2.4742 3.8121 17.2153 -0.0002 -0.0069 -0.0098
Si 4.9633 5.4705 17.9264 -0.0045 0.007 -0.0066
Si 3.3587 2.0566 14.9452 -0.0028 -0.0054 0.0015
Si 7.5009 5.2603 21.0063 0.0025 -0.0033 0.0014
Si 4.2399 1.3394 23.3689 0.0007 -0.0014 0.0168
Si 2.4173 8.1253 9.535 0 0.0053 0.0004
Si -3.7992 1.0044 18.6906 -0.0001 0.0028 -0.0022
Si 10.2504 -1.3368 15.5177 0.0054 -0.0005 0.002
Si 9.2036 0.6601 10.2254 0.0086 0.0038 -0.0081
Si 5.1938 0.0253 16.6504 -0.0052 0.0007 0.0039
Si 16.0166 4.2249 13.323 -0.0013 0.0039 0.0029
Si 0.5827 5.0216 12.4434 -0.0002 -0.0003 0.0004
Si 11.0642 11.9253 20.5825 -0.0048 0.0019 -0.0019
Si 9.2508 1.1411 23.0911 -0.0042 0.0007 0.005
Si 0.559 5.5208 9.5459 0.0055 0.0082 -0.0008
Si 10.5745 -5.5903 17.7366 0.0034 0.003 -0.0039
Si 13.6469 2.3542 19.9037 0.0007 0.0013 -0.0046
Si 4.8978 -1.9924 21.0484 0.0054 -0.0048 0.0006
Si 6.9173 -0.8995 11.5214 -0.0021 -0.0027 0.002
Si 6.147 3.3298 10.6714 -0.0042 -0.0032 0.0024
Si 15.2714 4.8659 20.9012 -0.0011 0.0005 0.0043
Si -0.4477 13.188 12.5543 0.0028 -0.0026 -0.0048
Si 6.5573 0.6619 21.708 0.0029 0.0042 0.004
Si 7.6348 2.836 13.233 0.0026 0.0022 0.0041
Si -1.4512 7.2139 20.0812 0.0064 0.0008 -0.0015
Si 13.5787 10.7994 21.295 -0.0035 -0.0008 0.0057
Si 2.9379 6.4294 13.6226 0.0055 0.0042 0.0045
Si 4.2195 6.8024 23.0632 0.0029 -0.0006 0.0015
Si 11.1774 6.6675 14.9283 -0.0024 0.0018 0.0017
Si 7.8289 3.9343 18.4021 0.0056 -0.0084 0.0001
B 2.5871 8.8247 12.3424 0.007 -0.0014 -0.0011
Si 9.3658 6.5041 22.9858 -0.0013 0.0013 0.0025
Si 9.5409 -0.8911 18.5824 0.0011 -0.0022 -0.0058
Si 5.2702 0.4709 9.6069 -0.0101 -0.0047 0.0013
Si 12.2306 0.0351 13.8402 0.0021 -0.003 -0.0025
O 9.9916 1.5201 21.6858 0.0089 -0.0219 0.0042
O 1.0264 10.6883 21.1759 0.0165 0.0325 -0.0131
O 16.8074 -0.7818 21.4817 -0.0101 0.0103 -0.0041
O 12.0393 13.2188 20.272 0.0138 -0.0306 -0.0013
O 3.8031 4.7629 17.0044 0.0057 -0.0041 0.0277
O 2.7658 8.0734 18.2867 0.0259 -0.0382 0.0341
O 5.1323 4.1858 11.6643 0.0195 -0.0167 0.0218
O 3.2702 0.8294 20.12 -0.0197 0.0023 0.0193
O 6.8758 -1.0436 13.1378 0.0153 0.022 -0.0024
O 16.1024 -2.3554 19.4885 -0.0239 -0.0006 -0.0005
O 3.3119 -1.6037 21.2052 0.0188 0.02 -0.0036
O 13.0388 5.6429 12.443 -0.0175 0.0059 0.025
O 7.4092 2.9379 11.6173 -0.0228 0.0015 -0.0054
O -6.5882 5.6113 13.8406 -0.0117 -0.0091 -0.021
O 2.3111 3.0036 15.7991 0.0274 -0.0059 0.0046
O 9.5006 8.7632 19.5894 0.0029 -0.0075 -0.0108
O 12.2683 6.9356 9.6088 0.0098 -0.0087 0.005
O 7.8399 0.4142 22.691 0.0022 0.0197 -0.0187
O 1.7405 9.7978 12.8077 -0.0129 0.0241 0.0196
O 2.9533 0.6115 22.6989 0.0104 -0.0128 -0.0272
O -0.2585 5.745 13.6565 0.0305 0.0024 -0.0049
O 4.2678 12.0886 15.9399 0.0037 0.0014 -0.0086
O 5.138 7.0098 17.4099 -0.0241 -0.0029 0.0236
O 5.4643 1.7165 22.3459 0.0062 -0.0308 -0.005
O -5.4999 -0.5986 10.8514 0.0294 0.0136 -0.0106
O 1.8975 6.5502 14.913 -0.0141 -0.0071 -0.0262
O 5.3978 12.9176 10.178 0.0185 0.0076 0.0087
O -0.1397 5.2953 11.0011 0.0286 -0.0043 0.0056
O 15.2054 5.5498 19.4204 0.0066 -0.0065 -0.0016
O 7.9267 -4.3013 20.16 0.0332 -0.0043 0.0148
O 5.685 0.71 18.0452 0.0149 -0.008 -0.0122
O 7.8336 11.3331 11.0872 -0.0052 -0.0119 0.0079
O 6.3505 11.0225 8.4313 -0.0085 -0.0251 0.0141
O -0.5551 11.304 19.2296 -0.0022 -0.0089 0.0131
O 13.8226 2.7237 18.3481 -0.0097 0.0132 0.0093
O 8.0288 4.0571 20.0286 -0.0114 0.0149 -0.0216
O 9.1982 4.4592 17.6765 0.0004 0.0096 0.0244
O 11.6493 3.3964 12.5832 -0.0091 0.0088 -0.0042
O 10.1373 1.7052 11.0502 -0.0095 0.0026 0.0129
O 9.6915 -0.9075 9.9382 -0.0272 -0.0127 -0.0087
O 8.0384 -0.3111 18.3696 0.0081 0.0108 0.008
O 7.2921 1.4123 13.9582 0.0006 -0.007 -0.0043
O 10.0484 7.1551 21.6325 -0.0303 -0.0158 -0.0052
O 0.0476 11.8342 13.27 0.0255 0.0165 0.0015
O 2.5613 1.007 14.0153 -0.0158 0.0017 0.0102
O 16.8665 4.911 21.2972 -0.005 0.0066 -0.0031
O 6.4382 -0.3818 15.6799 0.001 0.0134 -0.0045
O 2.7735 8.6795 11.0016 -0.0045 -0.0125 -0.0233
O 3.513 5.74 22.021 0.0321 0.0016 -0.0066
O 4.433 9.5757 17.035 0.0184 0.0026 0.0084
O -4.2955 4.0067 13.8616 -0.0157 -0.0201 -0.0237
O 4.2382 2.9671 13.9288 0.0025 0.0121 0.0087
O 8.2737 5.3836 22.4479 0.011 0.026 -0.0158
O 11.6425 10.421 15.257 -0.0014 -0.0051 -0.015
O 14.5086 3.414 20.8206 -0.0078 0.0053 -0.0257
O 8.9269 -0.633 14.8405 -0.006 -0.007 0.0053
O 18.6798 2.3577 18.0076 -0.0145 -0.0017 0.0156
O 10.514 8.1561 14.7859 -0.0004 0.0057 0.002
O 3.2601 7.9681 13.1956 -0.0124 -0.0316 0.0027
O 16.1124 7.7473 22.1201 -0.0222 0.0011 0.0004
O -12.6218 2.9705 13.3676 0.0102 -0.0107 -0.0112
O 6.423 4.6997 17.9431 0.0033 -0.0019 -0.0063
O 1.0742 4.5244 17.7253 -0.0019 -0.0005 -0.0111
O 10.5895 -4.7615 16.3502 0.0139 -0.0103 0.0023
O 7.5991 -2.2499 10.8753 0.0092 0.0342 -0.0123
O -0.8422 -1.4071 17.141 -0.0091 0.0111 -0.0035
O 7.0293 1.2779 20.287 -0.0047 -0.0264 -0.002
O 10.4449 6.3153 19.0703 -0.018 0.003 -0.0033
H 2.5186 7.4327 18.9707 0.0085 0.035 -0.0322

Results
free energy: -137062.588 eV
free energy less fixed offsets of B -155.45, H -17.10, O -569.03, Si -635.61 eV per atom: -3.148 eV

The program warned: the cutoff lies below the one the program advises for these potential files; the exchange-correlation potential is rough where the density is thin.
